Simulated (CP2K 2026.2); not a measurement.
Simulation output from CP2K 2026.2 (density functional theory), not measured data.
Periodic cell of 504 atoms, Si360O144, from a study of silicon, its oxide and their interface. The atomic structure is a simulated model.
Doubt: the forces sum to 2.71 eV/angstrom along one axis rather than to zero, so they err by at least 0.0054 eV/angstrom per atom on average; the grid cutoff is modest.

Settings: functional PBE; method Gaussian and plane waves; basis set DZVP-MOLOPT-SR-GTH; pseudopotentials GTH-PBE; grid cutoff 350 Ry, relative cutoff 50 Ry; k points Gamma only; occupations fixed; spin none; net charge 0.

Cell vectors (angstrom)
a 16.32 0 0
b 0 16.32 0
c 0.6653 6.3806 34.5534

Atoms and the computed forces on them: element, x, y, z (angstrom), force x, y, z (eV/angstrom)
Si 1.729 21.553 34.418 0.234 -0.105 0.73
Si 3.976 1.539 0.052 0.164 -0.251 0.697
Si 2.344 10.145 34.509 -0.323 0.294 0.669
Si 3.863 7.041 0.177 0.087 -0.2 0.684
Si 1.586 9.215 0.167 -0.112 0.164 0.704
Si 4.359 11.861 0.031 -0.209 0.225 0.738
Si 7.642 21.08 34.485 -0.109 0.148 0.729
Si 9.272 1.654 0.039 0.113 -0.15 0.757
Si 7.071 3.881 0.036 -0.124 0.172 0.754
Si 9.844 6.84 0.177 -0.255 -0.009 0.623
Si 6.525 9.646 0.332 0.207 0.017 0.721
Si 9.921 18.868 34.375 0.206 -0.223 0.706
Si 12.396 14.745 0.22 -0.159 0.169 0.744
Si 15.779 7.465 34.405 -0.152 0.214 0.697
Si 11.899 4.489 0.032 0.164 -0.161 0.758
Si 14.829 7.004 0.282 0.117 -0.18 0.654
Si 12.685 9.314 0.216 -0.28 0.177 0.666
Si 14.575 12.46 0.128 0.378 -0.193 0.692
Si 2.72 16.245 1.22 -0.015 0.017 -0.045
Si 5.493 2.739 1.376 0.014 0.007 -0.034
Si 2.711 5.387 1.359 -0.016 -0.021 -0.039
Si 5.341 8.149 1.606 -0.025 -0.006 -0.021
Si 2.723 10.854 1.389 0.018 -0.02 -0.081
Si 5.446 13.54 1.289 0.02 -0.018 -0.064
Si 8.119 16.313 1.26 0.016 -0.004 -0.028
Si 10.844 2.821 1.333 -0.009 0.005 -0.072
Si 8.18 5.549 1.298 0.017 -0.015 -0.043
Si 11.032 8.26 1.519 0.007 0.015 -0.033
Si 8.213 10.916 1.307 -0.008 0.002 -0.049
Si 10.798 13.513 1.353 -0.028 -0.017 -0.055
Si 13.606 16.367 1.354 0.013 -0.003 -0.043
Si 16.273 2.697 1.168 0.008 -0.03 -0.054
Si 13.561 5.433 1.422 -0.018 0.009 -0.074
Si 0.051 8.151 1.557 0.003 0.014 -0.029
Si 13.65 10.898 1.601 0.015 0.035 -0.039
Si 16.312 13.591 1.242 -0.007 0.019 -0.047
Si 1.351 1.338 2.586 -0.018 -0.005 0.029
Si 4.121 4.09 2.725 0.005 0.022 0.033
Si 1.375 6.705 2.805 0.019 0.001 0.042
Si 3.999 9.538 2.878 -0.004 0.03 0.059
Si 1.35 12.263 2.663 -0.013 0.006 0.001
Si 4.063 14.911 2.625 0.032 0.032 -0.011
Si 6.792 1.313 2.703 0.002 0.012 0.017
Si 9.5 4.166 2.725 0.005 0.007 0.04
Si 6.809 6.778 2.766 0.01 -0.019 0.021
Si 9.545 9.584 2.735 -0.012 0.003 0.023
Si 6.822 12.239 2.708 -0.009 -0.013 0.035
Si 9.491 14.976 2.665 0.007 0 0.02
Si 12.23 1.428 2.662 -0.038 -0.016 -0.005
Si 14.961 4.02 2.651 0.025 0.003 0.005
Si 12.306 6.825 2.851 0.004 -0.02 0.044
Si 15.05 9.556 2.889 0.006 -0.015 0.032
Si 12.143 12.209 2.803 0.005 0.013 0.025
Si 14.964 14.953 2.681 0.002 -0.016 0.022
Si 16.336 16.32 4.025 0.018 0 -0.028
Si 2.71 2.69 4.005 -0.018 -0.007 -0.007
Si 16.291 5.364 4.089 -0.015 0.009 0.014
Si 2.684 8.119 4.175 -0.007 0.006 -0.004
Si 16.386 10.947 4.153 0.014 -0.015 0.02
Si 2.72 13.6 4.036 0.001 -0.023 0.009
Si 5.406 16.283 4.03 -0.002 -0.004 0.002
Si 8.157 2.721 4.043 0 0.025 -0.018
Si 5.456 5.425 4.12 -0.024 -0.004 0.019
Si 8.177 8.181 4.07 0.004 0.011 0.003
Si 5.454 10.901 4.113 0.011 -0.003 -0.01
Si 8.147 13.629 4.07 0.004 -0.017 -0.031
Si 10.876 16.343 4.013 0.002 -0.008 -0.003
Si 13.605 2.715 4.059 0 0.009 0.009
Si 10.88 5.465 4.129 -0.001 -0.002 -0.013
Si 13.659 8.175 4.189 -0.012 0.006 0.001
Si 10.844 10.876 4.185 0.001 0.01 0.022
Si 13.573 13.619 4.057 0.009 -0.015 -0.006
Si 1.364 14.963 16.335 0.006 -0.001 -0.011
Si 4.076 17.732 16.318 0.004 0.002 -0.013
Si 1.373 4.113 16.37 0.007 0.008 -0.008
Si 4.063 6.772 16.349 -0.007 -0.001 -0.002
Si 1.37 9.483 16.305 -0.003 0.005 -0.01
Si 4.084 12.227 16.33 -0.002 -0.006 -0.016
Si 6.808 14.983 16.281 0.005 0.008 -0.006
Si 9.495 17.681 16.316 -0.003 -0.021 -0.019
Si 6.787 4.072 16.347 0.003 -0.012 -0.007
Si 9.51 6.79 16.331 -0.005 0.003 -0.002
Si 6.793 9.51 16.337 -0.008 0.002 -0.006
Si 9.541 12.231 16.274 0.009 0.004 -0.01
Si 12.227 14.981 16.285 -0.005 -0.003 -0.016
Si 14.958 17.681 16.321 0.005 -0.005 -0.009
Si 12.236 4.083 16.313 0.002 -0.003 -0.004
Si 14.983 6.799 16.33 0 0.011 -0.015
Si 12.274 9.515 16.325 0.008 0.02 -0.01
Si 14.952 12.22 16.284 -0.011 -0.007 -0.006
Si 2.735 16.364 17.658 -0.005 -0.001 0.001
Si 5.396 19.081 17.737 0 0.004 -0.005
Si 2.724 5.456 17.797 -0.01 0.008 -0.015
Si 5.428 8.125 17.685 0.013 0.012 0.004
Si 2.708 10.843 17.661 0.007 -0.006 0.002
Si 5.481 13.611 17.631 -0.011 0.004 -0.014
Si 8.11 16.349 17.685 0.005 0.002 0.013
Si 10.874 19.029 17.655 -0.009 0.011 0
Si 8.164 5.413 17.701 -0.006 0.01 0.007
Si 10.886 8.163 17.659 0.018 -0.008 -0.005
Si 8.195 10.881 17.645 0.003 -0.001 -0.006
Si 10.88 13.606 17.62 0 0.01 0.009
Si 13.574 16.329 17.665 -0.009 -0.002 -0.004
Si 16.311 19.053 17.674 -0.013 -0.004 0.006
Si 13.584 5.463 17.662 0.01 -0.005 0.009
Si 16.387 8.11 17.706 0 -0.013 -0.011
Si 13.662 10.849 17.696 0.001 -0.003 0.018
Si 16.279 13.587 17.641 0.014 -0.008 -0.011
Si 1.353 17.697 19.029 0.004 0.011 -0.045
Si 4.077 4.11 19.189 0.017 -0.015 0.002
Si 1.381 6.811 19.206 -0.003 0.007 0.004
Si 4.061 9.483 19.035 -0.017 -0.018 -0.029
Si 1.299 12.196 18.967 -0.02 -0.015 -0.01
Si 4.148 15.008 18.955 0.013 0.013 -0.034
Si 6.737 17.71 19.08 0 -0.03 -0.021
Si 9.539 4.039 19.046 -0.008 -0.007 -0.023
Si 6.779 6.755 19.051 -0.012 -0.005 -0.03
Si 9.536 9.517 19.015 0.013 0.009 -0.006
Si 6.872 12.276 18.98 0.014 0.029 -0.015
Si 9.494 14.953 18.969 0.007 -0.015 -0.048
Si 12.226 17.698 19.033 -0.005 -0.008 -0.005
Si 14.938 4.109 19.009 0.013 -0.003 -0.032
Si 12.222 6.811 19.034 -0.004 0.014 -0.019
Si 15.056 9.453 19.057 -0.017 0.031 -0.024
Si 12.272 12.265 18.961 -0.002 0.007 -0.052
Si 14.908 14.936 18.998 -0.009 -0.018 -0.008
Si 16.242 16.314 20.306 0.004 0.027 0.035
Si 2.671 19.046 20.488 -0.023 -0.011 0.067
Si 16.28 5.396 20.47 -0.016 -0.015 0.082
Si 2.776 8.178 20.592 0.016 0.008 0.071
Si 16.395 10.811 20.461 0.022 -0.003 0.022
Si 2.699 13.637 20.136 -0.004 0.006 0.023
Si 5.426 16.31 20.474 0.013 -0.005 0.033
Si 8.134 19.052 20.418 0.018 -0.015 0.05
Si 5.456 5.469 20.572 0.017 0.028 0.075
Si 8.187 8.123 20.339 -0.016 0.001 0.034
Si 5.508 10.89 20.235 0.012 -0.025 0.029
Si 8.182 13.617 20.409 0.019 0.025 0.055
Si 10.847 16.306 20.317 -0.02 -0.022 0.066
Si 13.542 19.114 20.373 0.01 0.004 0.033
Si 10.884 5.422 20.398 0.005 0.003 0.04
Si 13.643 8.117 20.382 -0.005 0.007 0.044
Si 10.912 10.915 20.302 0.02 0.017 0.063
Si 13.598 13.587 20.405 -0.022 -0.013 0.053
Si 1.481 15.075 21.496 -0.182 -0.185 -0.686
Si 3.705 17.348 21.726 0.349 0.306 -0.656
Si 1.016 20.082 21.809 0.2 0.232 -0.743
Si 4.442 7.152 21.927 -0.249 -0.322 -0.755
Si 1.82 9.923 21.877 -0.442 -0.404 -0.651
Si 3.996 12.204 21.382 0.148 0.142 -0.693
Si 7.084 15.207 21.769 -0.249 -0.193 -0.754
Si 9.288 17.439 21.65 0.16 0.121 -0.788
Si 7.087 4.313 21.824 -0.187 -0.155 -0.698
Si 9.307 6.554 21.688 0.106 0.177 -0.739
Si 6.659 9.362 21.572 0.154 0.112 -0.756
Si 9.818 12.484 21.659 -0.191 -0.16 -0.812
Si 11.971 14.749 21.652 0.207 0.131 -0.801
Si 15.093 17.901 21.594 -0.135 -0.151 -0.751
Si 12.413 4.32 21.802 -0.114 -0.185 -0.702
Si 14.684 6.517 21.775 0.095 0.131 -0.7
Si 12.501 9.766 21.564 -0.142 -0.108 -0.778
Si 14.737 11.936 21.65 0.139 0.195 -0.78
Si 13.494 10.813 31.639 -0.111 0.036 0.079
Si 2.198 13.204 30.625 -0.122 0.03 0.003
Si 16.57 13.251 23.799 0.022 -0.05 -0.074
Si 7.403 10.788 26.601 -0.014 -0.107 0.156
Si 1.501 16.32 26.393 0.017 -0.061 -0.047
Si 7.944 20.459 28.836 0.063 0.017 -0.149
Si 1.937 15.966 31.797 -0.151 0.05 0.052
Si 11.887 12.686 29.826 -0.026 0.108 0.04
Si 8.706 8.517 28.08 0.019 0.087 -0.101
Si 11.005 18.806 23.955 0.05 0.077 -0.086
Si 6.351 17.829 29.392 -0.009 -0.073 -0.019
Si 8.438 15.475 29.894 -0.007 -0.078 0.067
Si 13.217 16.645 23.829 -0.067 0.021 -0.143
Si 6.52 20.398 24.815 -0.035 -0.066 -0.079
Si 7.711 12.71 30.719 -0.036 0.196 -0.12
Si 2.312 13.467 27.523 0.012 -0.06 -0.085
Si 5.814 11.592 32.524 -0.004 0.039 0.034
Si 11.387 18.301 31.581 -0.117 -0.016 0.032
Si 1.822 21.543 28.934 0.047 -0.009 0.068
Si 3.867 7.289 27.724 -0.006 -0.056 -0.004
Si 15.419 6.889 24.718 0.01 0.046 -0.034
Si 5.015 18.315 26.588 -0.023 0.053 -0.012
Si 9.325 20.407 26.052 -0.074 -0.061 0.027
Si 3.199 10.634 31.754 -0.161 0.021 0.135
Si 15.112 8.926 26.764 0.091 0.077 -0.029
Si 8.811 14.565 32.68 0.092 0.083 -0.042
Si 15.835 12.925 31.954 0.109 -0.004 0.066
Si 11.669 6.47 32.476 0.053 0.002 0.105
Si 11.282 15.58 29.84 0.056 -0.056 0.015
Si 9.378 11.269 28.774 0.094 0.055 -0.087
Si 8.536 10.623 23.79 0.094 -0.074 -0.108
Si 15.505 15.654 30.717 0.045 -0.055 0.017
Si 16.049 7.248 29.257 0.005 0.074 -0.039
Si 1.376 4.685 24.822 -0.077 -0.033 -0.165
Si 12.795 7.568 25.948 0.075 0.05 -0.161
Si 6.561 6.771 29.314 0.047 -0.102 -0.017
Si 13.759 14.566 28.524 -0.137 0.055 0.135
Si 10.713 8.401 23.784 -0.02 0.072 -0.169
Si 4.12 6.186 24.951 0.063 0.034 -0.17
Si 4.135 18.205 31.576 0.112 0.023 0.17
Si 0.817 10.984 27.284 0.024 0.059 -0.025
Si 2.13 19.159 27.078 -0.001 -0.037 -0.078
Si 10.823 6.175 27.531 -0.111 0.025 0.152
Si 5.786 6.163 32.325 0.026 0.029 0.101
Si 14.284 7.97 31.602 0.096 0.029 0.163
Si 15.072 15.134 25.847 0.104 -0.007 -0.113
Si 5.202 13.96 23.768 0.05 0.079 -0.027
Si 13.96 17.501 32.448 0.106 -0.023 0.224
Si 10.477 20.964 30.205 0.099 -0.074 0.034
Si 4.646 11.962 25.926 -0.074 -0.053 -0.038
Si 3.063 20.937 31.65 -0.028 0.029 0.09
Si 2.149 10.838 24.64 -0.022 -0.005 -0.162
Si 2.125 9.199 29.304 0.031 0.063 -0.036
Si 3.725 16.598 24.49 0.024 0.069 -0.098
Si 1.366 14.968 5.404 0.007 0.003 0.002
Si 4.06 1.339 5.393 0 0.006 0.005
Si 1.366 4.029 5.42 0.01 0.002 0.01
Si 4.099 6.787 5.482 0.014 -0.005 0.01
Si 1.363 9.526 5.506 0.006 -0.012 0.024
Si 4.078 12.263 5.438 -0.007 -0.004 0.008
Si 6.775 14.965 5.427 -0.007 0.007 0.005
Si 9.525 1.369 5.403 0.003 -0.001 0.003
Si 6.804 4.048 5.448 0.017 0.008 0.013
Si 9.518 6.825 5.463 -0.004 0.003 0.006
Si 6.812 9.524 5.449 -0.003 -0.006 0.007
Si 9.489 12.277 5.472 -0.019 -0.009 0.013
Si 12.231 14.994 5.41 -0.014 -0.005 0
Si 14.967 1.344 5.407 -0.015 -0.008 -0.002
Si 12.252 4.077 5.439 0.014 0.006 0.01
Si 14.988 6.761 5.487 0.019 0.01 0.021
Si 12.243 9.52 5.501 -0.002 -0.002 0.004
Si 14.947 12.278 5.445 -0.013 0.003 0.006
Si 2.717 16.314 6.783 -0.002 0.002 0.001
Si 5.424 2.692 6.78 -0.005 -0.004 -0.002
Si 2.715 5.409 6.794 -0.007 0.007 0.002
Si 5.457 8.163 6.819 0.006 0.003 0.005
Si 2.746 10.89 6.822 0.018 -0.01 -0.002
Si 5.43 13.615 6.808 -0.005 -0.004 0.001
Si 8.154 16.331 6.771 -0.005 0.002 -0.003
Si 10.885 2.712 6.787 0.004 0 -0.003
Si 8.158 5.436 6.797 -0.003 0 0
Si 10.878 8.16 6.841 0.007 0.003 0.001
Si 8.149 10.892 6.822 0 0.007 0
Si 10.881 13.631 6.795 -0.001 0.011 0
Si 13.601 16.328 6.784 0.008 -0.004 0
Si 16.318 2.695 6.79 0.006 -0.004 0.001
Si 13.598 5.424 6.825 -0.005 0.003 -0.001
Si 16.322 8.152 6.84 -0.006 0 0.004
Si 13.608 10.902 6.82 0.002 -0.01 0.007
Si 16.323 13.626 6.791 -0.003 0.003 0
Si 1.358 17.666 8.155 0.001 -0.006 -0.001
Si 4.078 4.059 8.153 -0.005 -0.005 -0.001
Si 1.374 6.784 8.17 0.01 0.015 -0.002
Si 4.099 9.526 8.177 0.002 0.011 0.01
Si 1.361 12.254 8.156 0 -0.006 -0.013
Si 4.072 14.969 8.163 0.004 0 -0.003
Si 6.794 17.674 8.148 -0.005 0.001 -0.001
Si 9.526 4.078 8.151 0.005 0.003 -0.006
Si 6.808 6.794 8.17 -0.002 0.004 0.001
Si 9.517 9.532 8.179 -0.001 -0.001 -0.007
Si 6.785 12.248 8.171 -0.006 -0.012 -0.001
Si 9.511 14.979 8.151 0.005 -0.005 -0.007
Si 12.243 17.682 8.154 0.005 0.006 -0.006
Si 14.968 4.06 8.163 -0.006 0.005 -0.006
Si 12.24 6.79 8.182 -0.003 -0.001 0.002
Si 14.955 9.523 8.178 -0.012 -0.014 0.001
Si 12.237 12.263 8.163 0.008 0.001 -0.005
Si 14.961 14.974 8.155 -0.002 0.001 -0.002
Si 16.318 16.321 9.526 -0.003 0 0.002
Si 2.716 2.708 9.517 -0.008 -0.003 -0.004
Si 16.323 5.428 9.522 -0.005 0.001 -0.006
Si 2.731 8.156 9.52 0.012 -0.003 0.003
Si 16.33 10.885 9.519 0.001 -0.005 -0.003
Si 2.716 13.607 9.527 0.006 0.005 -0.003
Si 5.438 16.322 9.52 -0.006 -0.006 0.001
Si 8.155 2.722 9.506 -0.001 0.005 -0.008
Si 5.436 5.431 9.512 0.001 0.005 -0.003
Si 8.163 8.159 9.532 0.006 0.001 -0.003
Si 5.444 10.886 9.544 0.003 0.001 0.001
Si 8.157 13.61 9.515 -0.01 -0.008 -0.004
Si 10.878 16.328 9.515 0.001 0.002 -0.004
Si 13.6 2.714 9.526 -0.001 -0.002 0.002
Si 10.877 5.43 9.53 0.011 0 -0.001
Si 13.597 8.159 9.532 -0.007 0.007 0.005
Si 10.882 10.893 9.524 -0.003 -0.003 -0.001
Si 13.607 13.612 9.519 0.007 0 -0.004
Si 1.358 14.965 10.891 -0.01 -0.002 -0.002
Si 4.077 17.678 10.882 0.006 -0.001 -0.002
Si 1.362 4.07 10.881 0.011 -0.003 -0.002
Si 4.087 6.796 10.879 -0.005 0.007 -0.002
Si 1.369 9.519 10.877 0.001 0.001 -0.004
Si 4.076 12.246 10.891 -0.003 -0.012 0.002
Si 6.794 14.961 10.88 0.001 0.004 -0.005
Si 9.517 17.688 10.871 0.002 -0.001 -0.001
Si 6.798 4.08 10.874 0 0.004 -0.001
Si 9.52 6.795 10.89 -0.001 0 0.002
Si 6.807 9.518 10.894 -0.002 -0.001 0.004
Si 9.514 12.246 10.878 0.004 0.008 -0.006
Si 12.242 14.969 10.874 0.002 -0.01 0
Si 14.959 17.679 10.888 0.005 0.001 0.001
Si 12.243 4.078 10.887 -0.001 0.003 0.003
Si 14.963 6.792 10.88 -0.003 0.005 0.002
Si 12.236 9.523 10.884 0.004 0.001 0.002
Si 14.968 12.245 10.875 -0.011 -0.004 -0.005
Si 2.716 16.327 12.253 0.003 -0.002 -0.001
Si 5.435 2.725 12.233 -0.003 -0.004 0
Si 2.723 5.437 12.232 0.002 0.006 -0.002
Si 5.444 8.153 12.245 0.001 -0.003 0
Si 2.724 10.875 12.248 0 0 0
Si 5.436 13.606 12.25 0 0.003 0
Si 8.155 16.328 12.229 -0.004 -0.008 0.001
Si 10.872 2.725 12.24 0.003 0 0.003
Si 8.151 5.439 12.245 -0.002 0.001 0.003
Si 10.884 8.155 12.246 0.001 0.006 0.006
Si 8.167 10.88 12.25 0.007 -0.001 0.002
Si 10.881 13.604 12.225 -0.002 -0.003 -0.001
Si 13.598 16.321 12.246 -0.005 0.003 0.002
Si 16.321 2.719 12.247 -0.01 -0.001 -0.001
Si 13.606 5.437 12.249 -0.001 0.001 0.003
Si 16.327 8.154 12.231 0 0.003 0
Si 13.608 10.881 12.229 0.006 0.002 0.003
Si 16.324 13.597 12.247 0.004 -0.003 0.002
Si 1.36 17.692 13.618 -0.001 0.004 0.002
Si 4.081 4.087 13.597 -0.004 0.004 0.005
Si 1.363 6.791 13.592 0.005 0 0.004
Si 4.085 9.508 13.606 0 -0.006 -0.001
Si 1.367 12.235 13.608 -0.001 -0.011 0.002
Si 4.075 14.968 13.613 -0.004 0.005 0.001
Si 6.795 17.688 13.589 0.008 -0.004 0.002
Si 9.509 4.081 13.604 -0.006 0.003 0.006
Si 6.793 6.794 13.616 -0.006 0.005 0.006
Si 9.526 9.511 13.609 0.004 0.003 0.008
Si 6.797 12.239 13.603 -0.002 0.001 0.005
Si 9.52 14.965 13.576 0.008 0.002 -0.004
Si 12.233 17.689 13.597 -0.006 -0.007 0.006
Si 14.969 4.079 13.611 0.012 -0.003 0.004
Si 12.248 6.799 13.61 0.008 0.002 0.009
Si 14.968 9.515 13.584 -0.014 0.009 0.001
Si 12.243 12.241 13.578 -0.002 0.002 -0.004
Si 14.963 14.959 13.603 -0.001 -0.009 0.004
Si 16.323 16.318 14.968 -0.004 -0.001 -0.001
Si 2.712 19.078 14.969 0.008 0.001 0
Si 16.335 5.44 14.972 -0.006 0 0.004
Si 2.73 8.131 14.956 -0.005 0.003 -0.006
Si 16.328 10.859 14.951 0.004 -0.005 -0.005
Si 2.722 13.597 14.975 0.001 -0.004 -0.003
Si 5.43 16.35 14.957 -0.003 0.005 -0.005
Si 8.14 19.044 14.963 -0.005 -0.001 0.002
Si 5.432 5.43 14.98 -0.001 -0.002 0
Si 8.156 8.156 14.971 0.003 -0.003 0.001
Si 5.442 10.871 14.966 -0.003 -0.003 -0.001
Si 8.17 13.608 14.938 0 -0.001 -0.002
Si 10.858 16.333 14.942 -0.002 -0.004 -0.002
Si 13.599 19.04 14.96 -0.006 0.003 -0.006
Si 10.872 5.441 14.96 -0.002 0 -0.002
Si 13.625 8.159 14.961 0.01 0.004 0.005
Si 10.912 10.868 14.945 0.004 0.002 -0.001
Si 13.59 13.598 14.945 -0.001 0.004 0.002
O 14.336 17.321 22.896 0.102 -0.044 0.16
O 3.094 8.642 28.144 0.107 0.335 -0.195
O 8.211 5.451 22.209 0.096 0.089 0.243
O 1.686 9.735 23.514 -0.158 -0.459 0.356
O 3.991 6.769 23.444 -0.16 0.139 0.056
O 13.104 10.353 33.143 0.237 -0.305 -0.061
O 10.901 13.612 22.13 -0.203 -0.099 0.24
O 13.542 5.429 22.26 -0.1 -0.02 0.48
O 11.5 12.046 34.172 0.003 -0.044 -0.324
O 2.161 16.645 24.937 -0.25 0.239 -0.33
O 3.402 8.921 34.264 -0.131 -0.127 -0.091
O 11.056 21.543 28.816 0.445 -0.073 -0.112
O 7.682 7.92 29.169 0.143 0.325 0.549
O 13.594 10.856 22.104 0.065 0.19 0.532
O 3.412 14.526 34.265 -0.029 -0.047 -0.241
O 12.487 15.463 23.012 0.119 -0.121 0.218
O 6.156 17.117 34.257 0.191 0.03 -0.321
O 2.919 11.123 21.927 -0.138 -0.081 0.343
O 7.057 10.87 33.249 0.176 0.117 -0.302
O 2.465 14.465 31.576 0.486 -0.086 0.292
O 5.799 11.097 26.705 -0.276 -0.11 0.218
O 6.566 14.622 23.205 0.318 0.038 0.536
O 12.812 7.364 31.807 -0.119 0.228 -0.344
O 2.198 20.857 33.019 -0.212 -0.252 -0.197
O 8.199 16.334 22.167 -0.07 0.038 0.507
O 9.945 18.105 22.968 0.091 -0.087 0.353
O 5.519 17.775 28.018 -0.092 -0.368 -0.08
O 6.235 12.165 31.066 -0.509 0.015 -0.398
O 0.963 12.595 27.221 -0.683 0.195 -0.3
O 9.275 11.836 23.042 0.159 0.051 0.627
O 9.588 9.472 24.196 -0.249 0.049 0.318
O 2.744 5.412 25.233 0.076 0.123 0.205
O 3.72 19.268 26.76 0.182 0.491 0.075
O 8.838 9.149 34.097 -0.108 -0.007 -0.269
O 0.906 14.354 22.828 -0.025 0.031 0.147
O 10.007 7.173 23.019 0.073 -0.296 0.35
O 0.708 12.636 30.912 -0.236 -0.453 -0.285
O 16.229 18.932 22.153 0.046 0.035 0.284
O 0.986 8.147 29.706 0.21 -0.269 0.572
O 15.095 7.991 33.017 -0.122 0.081 -0.209
O 6.538 20.001 23.233 -0.037 -0.266 0.085
O 10.843 21.98 31.378 -0.32 0.095 -0.035
O 2.102 10.66 32.964 -0.582 0.305 -0.241
O 16.252 12.771 33.514 0.556 -0.366 0.006
O 14.215 20.064 34.333 0.011 0.12 -0.327
O 15.911 8.216 25.524 0.469 0.169 -0.145
O 7.677 15.113 33.651 -0.172 -0.102 -0.169
O 12.235 11.484 30.859 -0.309 -0.339 -0.149
O 14.092 9.461 30.982 0.336 0.064 -0.366
O 4.07 17.663 23.299 0.376 0.42 0.38
O 4.638 16.988 25.757 0.481 -0.329 0.068
O 0.693 16.229 30.794 0.016 0.353 -0.447
O 8.022 20.861 25.205 0.158 0.538 -0.081
O 5.42 17.793 30.704 0.253 -0.113 0.097
O 3.134 16.967 31.491 0.183 -0.208 -0.154
O 3.387 19.501 30.991 -0.028 -0.077 -0.287
O 3.235 12.05 31 0.421 0.029 -0.071
O 8.777 19.97 27.526 0.083 -0.502 0.301
O 2.541 16.222 21.941 0.06 -0.196 0.248
O 4.684 10.454 32.358 0.241 -0.438 0.171
O 16.93 6.364 34.009 0.001 0.047 -0.154
O 4.45 21.641 32.047 -0.149 -0.037 0.056
O 2.191 14.943 26.893 0.362 -0.032 -0.142
O 8.796 20.008 34.004 0.079 0.058 -0.205
O 5.445 13.117 25.114 0.332 0.239 0.327
O 12.909 18.648 32.024 0.286 0.708 0.094
O 9.835 15.642 29.078 -0.102 0.254 -0.522
O 10.636 7.42 33.263 0.019 0.058 -0.399
O 5.262 12.827 33.408 -0.012 0.125 -0.129
O 15.38 7.155 23.114 0.488 0.436 0.034
O 10.157 14.27 33.512 0.503 0.225 -0.073
O 5.189 7.237 28.631 -0.009 0.224 0
O 1.639 10.311 26.073 0.02 -0.438 0.146
O 4.662 12.967 22.633 0.314 -0.214 0.095
O 15.818 13.996 24.997 -0.048 -0.279 0.181
O 8.336 11.683 27.594 0.013 0.559 -0.149
O 15.275 18.043 33.24 0.266 -0.16 -0.147
O 1.273 19.719 25.806 -0.54 -0.153 0.115
O 14.465 16.81 31.094 -0.377 -0.031 -0.38
O 8.894 15.617 31.457 0.2 0.412 0.115
O 13.984 15.999 25.06 0.009 0.335 0.143
O 11.72 20.037 23.159 0.128 0.168 0.249
O 15.415 12.437 23.031 -0.248 -0.245 0.547
O 15.353 14.451 31.774 -0.436 0.16 0.514
O 7.782 9.226 26.923 -0.337 -0.326 -0.176
O 1.417 12.259 24.307 0.123 0.192 0
O 3.614 12.668 26.967 0.071 -0.021 0.162
O 13.239 13.109 29.029 0.177 -0.602 -0.24
O 4.481 18.628 33.102 -0.303 0.145 -0.211
O 12.349 21.706 33.442 0.163 -0.015 -0.317
O 5.565 8.311 22.164 0.003 0.075 0.398
O 8.365 13.131 32.127 -0.049 -0.256 0.409
O 14.385 14.496 34.379 -0.09 0.034 -0.256
O 12.264 6.837 27.276 0.261 -0.212 0.709
O 11.481 7.855 25.073 -0.362 -0.113 0.049
O 3.753 11.086 24.864 0.284 -0.376 -0.224
O 10.37 5.292 26.256 0.182 -0.088 -0.365
O 11.826 9.102 22.87 0.201 -0.201 0.426
O 6.895 21.63 33.143 0.167 -0.122 -0.25
O 2.429 13.655 29.11 0.194 0.133 0.053
O 9.665 7.299 27.659 -0.159 0.043 -0.279
O 2.905 6.035 28.054 0.226 -0.228 0.012
O 4.228 7.291 26.14 0.359 0.487 -0.014
O 13.545 8.952 26.352 -0.48 0.495 -0.017
O 7.385 16.594 29.45 -0.227 -0.235 -0.13
O 5.439 5.256 25.028 0.039 0.074 0.338
O 16.401 5.641 25.021 -0.277 -0.119 0.474
O 7.373 10.049 22.845 -0.131 0.175 0.172
O 14.64 11.923 31.645 -0.001 0.126 -0.368
O 5.376 7.446 33.225 0.296 0.231 -0.178
O 15.077 7.068 30.528 -0.086 -0.459 -0.076
O 1.439 10.537 28.71 -0.115 0.403 0.25
O 6.139 19.15 25.774 0.235 -0.246 0.019
O 1.519 4.295 23.258 0.467 0.067 -0.055
O 14.211 14.424 27.001 -0.249 -0.431 -0.04
O 16.222 16.143 26.361 -0.088 0.627 0.054
O 11.367 16.842 30.856 0.245 -0.171 -0.095
O 7.124 19.225 29.417 -0.101 0.066 0.437
O 6.981 5.404 28.528 -0.12 0.039 -0.565
O 1.794 20.021 28.401 0.008 -0.145 0.472
O 13.076 16.465 33.354 -0.654 -0.246 -0.362
O 1.515 16.128 33.358 -0.67 0.085 -0.112
O 12.524 15.608 28.785 0.137 0.352 -0.534
O 2.918 9.485 30.672 0.007 -0.382 0.026
O 15.104 15.083 29.269 0.317 0.226 -0.13
O 10.47 18.306 32.936 0.05 -0.134 -0.315
O 8.596 11.504 30.157 -0.182 -0.302 0.274
O 16.645 5.827 28.768 -0.574 -0.427 -0.302
O 15.265 7.971 28.057 -0.501 0.046 0.214
O 1.787 17.598 27.349 0.03 -0.018 0.594
O 12.147 17.734 24.352 -0.1 0.165 0.556
O 2.232 21.694 30.496 -0.429 0.416 0.099
O 7.751 14.003 29.729 -0.342 -0.175 -0.586
O 13.888 6.614 25.208 -0.042 -0.553 0.13
O 15.626 10.422 27.106 -0.285 0.468 0.181
O 10.748 12.133 28.798 0.12 -0.075 -0.536
O 8.881 20.947 30.049 -0.12 0.033 0.571
O 10.171 19.27 25.261 0.068 -0.185 0.106
O 11.362 14.078 30.535 0.008 -0.101 0.526
O 4.1 15.099 24.04 -0.214 -0.211 -0.197
O 7.842 11.181 25.11 -0.056 0.504 0.011
O 10.952 19.454 30.535 0.085 -0.13 -0.368
O 6.395 6.57 30.901 0.034 0.027 0.229
O 9.675 9.682 28.662 0.371 -0.141 0.333

Results
total energy: -101656.695 eV
total energy less fixed offsets of O -438.35, Si -107.03 eV per atom: -3.495 eV
